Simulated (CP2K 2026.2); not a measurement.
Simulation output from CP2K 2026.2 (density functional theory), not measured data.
Periodic cell of 507 atoms, Si360O147, from a study of silicon, its oxide and their interface. The atomic structure is a simulated model.
Doubt: the forces sum to 1.40 eV/angstrom along one axis rather than to zero, so they err by at least 0.0028 eV/angstrom per atom on average; the grid cutoff is modest.

Settings
functional: PBE
method: Gaussian and plane waves
basis set: DZVP-MOLOPT-SR-GTH
pseudopotentials: GTH-PBE
grid cutoff: 350 Ry, relative cutoff 50 Ry
k points: Gamma only
occupations: fixed
spin: none
net charge: 0

Cell vectors (angstrom)
a	16.32	0	0
b	0	16.32	0
c	-2.6634	2.4651	34.0711

Atoms and the computed forces on them: element, x, y, z (angstrom), force x, y, z (eV/angstrom)
Si	14.4	15.495	1.816	-0.134	0.237	0.682
Si	0.8	1.943	1.505	-0.166	0.117	0.59
Si	15.442	3.653	1.595	0.033	-0.002	0.059
Si	1.926	6.32	1.636	-0.074	0.018	-0.062
Si	14.824	10.155	1.413	0.254	-0.327	0.542
Si	1.637	12.454	0.999	0.463	0.257	0.116
Si	5.244	0.519	0.113	-0.144	-0.352	0.659
Si	3.806	14.626	33.606	0.143	-0.021	0.472
Si	3.579	4.635	1.501	-0.055	0.066	0.585
Si	5.414	5.476	2.735	0.055	-0.007	-0.062
Si	4.725	8.866	1.51	0.008	0.05	-0.087
Si	7.26	11.839	1.679	-0.038	0.027	0.022
Si	9.641	14.879	1.433	0.065	-0.171	0.718
Si	12.722	0.898	1.74	0.198	-0.088	0.517
Si	7.775	8.299	34.066	-0.108	0.072	-0.108
Si	12.905	7.216	0.544	0.172	0.249	0.619
Si	8.9	10.084	1.615	-0.019	0.124	0.552
Si	12.347	12.194	1.559	-0.501	0.413	0.046
Si	-0.057	16.475	2.824	0.033	-0.009	-0.143
Si	2.621	2.836	2.718	-0.038	-0.017	-0.085
Si	0.102	5.399	2.806	0	-0.002	-0.03
Si	2.915	8.072	2.822	-0.019	0.028	0.008
Si	0.298	11.113	2.582	-0.038	-0.049	0.078
Si	2.924	14.004	2.554	0.04	-0.021	-0.039
Si	4.793	15.858	2.386	-0.032	0.011	0.01
Si	8.572	2.964	2.863	0.144	0.208	0.423
Si	6.437	7.23	1.531	0.037	-0.039	-0.013
Si	8.07	8.251	2.855	0.02	0.001	-0.025
Si	5.478	10.775	2.763	0.02	-0.003	-0.047
Si	8.178	13.634	2.806	0.042	0.021	-0.053
Si	10.993	16.171	2.884	-0.016	0.025	-0.031
Si	13.682	2.707	2.874	-0.034	-0.024	-0.071
Si	10.238	4.762	2.892	-0.1	-0.052	0.691
Si	13.707	8.306	2.509	0.005	-0.048	-0.053
Si	10.767	10.954	2.768	-0.014	-0.014	0.01
Si	13.532	13.676	2.959	-0.002	0.012	-0.085
Si	14.971	1.403	4.32	-0.03	0.054	-0.031
Si	1.377	4.095	4.263	-0.037	0.032	-0.046
Si	14.953	6.849	3.934	-0.011	0.007	0.022
Si	1.44	9.542	3.958	-0.008	0.012	0.043
Si	15.087	12.283	4.047	-0.019	-0.042	-0.004
Si	1.377	15.043	4.022	0.05	-0.04	0.068
Si	3.989	1.292	3.872	0.077	-0.03	-0.02
Si	6.795	4.036	4.006	0.021	-0.007	0.036
Si	4.169	6.767	4.279	0.002	-0.033	-0.04
Si	6.764	9.544	4.299	-0.016	-0.056	-0.071
Si	4.026	12.287	3.901	-0.06	-0.001	-0.006
Si	6.608	14.999	3.881	-0.009	0.062	-0.078
Si	9.573	1.275	4.136	-0.008	0.003	0.026
Si	12.17	4.029	4.083	-0.056	0.06	-0.038
Si	9.446	6.726	4.026	0.072	-0.037	-0.02
Si	12.201	9.479	3.952	0.022	0.048	0.015
Si	9.52	12.317	4.226	0.019	0.008	-0.06
Si	12.227	14.928	4.392	0.041	0.007	0.018
Si	13.623	16.329	5.62	0.01	-0.007	0.061
Si	0.018	2.759	5.608	0.01	-0.028	0.038
Si	13.569	5.479	5.341	-0.007	-0.008	0.001
Si	0.019	8.183	5.321	-0.035	-0.014	0.007
Si	13.621	10.86	5.318	0.009	-0.05	-0.027
Si	0.053	13.656	5.424	0.008	0.043	0.027
Si	2.696	16.376	5.419	-0.039	-0.013	0.02
Si	5.398	2.639	5.296	0	-0.029	-0.019
Si	2.755	5.435	5.563	-0.006	-0.026	0.065
Si	5.461	8.155	5.621	-0.007	0.007	-0.004
Si	2.735	10.92	5.357	-0.001	0.02	-0.013
Si	5.403	13.586	5.343	-0.028	0.047	-0.025
Si	8.045	16.288	5.349	-0.036	0.008	-0.031
Si	10.916	2.643	5.52	0	0.006	-0.002
Si	8.085	5.428	5.449	0.018	-0.019	-0.003
Si	10.872	8.101	5.353	-0.026	-0.012	-0.003
Si	8.165	10.923	5.541	-0.014	0.03	0.019
Si	10.845	13.581	5.648	0.008	-0.017	0.033
Si	15.017	14.941	6.863	-0.017	0.024	0.039
Si	1.384	1.358	6.876	0.012	-0.005	0.007
Si	14.911	4.151	6.812	-0.031	0.037	0.004
Si	1.343	6.844	6.787	-0.026	0.043	0.011
Si	14.966	9.516	6.718	0.033	0.008	-0.003
Si	1.386	12.255	6.761	-0.016	-0.027	0
Si	4.064	14.961	6.738	-0.014	0.007	-0.043
Si	6.758	1.352	6.743	0.013	0.01	-0.004
Si	4.118	4.003	6.794	-0.006	-0.02	0.008
Si	6.818	6.768	6.9	0.001	-0.034	0.029
Si	4.048	9.576	6.816	-0.004	-0.014	0.019
Si	6.759	12.293	6.812	-0.008	-0.045	-0.003
Si	9.41	14.984	6.832	-0.033	0.009	-0.016
Si	12.243	1.354	6.934	0.005	0.011	0.026
Si	9.505	4.067	6.774	-0.009	-0.005	0.016
Si	12.235	6.799	6.758	0.027	0.001	0.015
Si	9.548	9.483	6.778	0.031	-0.014	-0.01
Si	12.293	12.175	6.813	0.033	0.018	0.013
Si	0.028	16.314	8.219	0.005	-0.014	0.009
Si	2.749	2.71	8.203	-0.006	0.013	0.006
Si	-0.021	5.489	8.16	-0.007	-0.026	0.008
Si	2.688	8.202	8.159	0.001	-0.001	0.009
Si	-0.002	10.883	8.101	-0.019	0.019	-0.009
Si	2.731	13.607	8.141	-0.007	0.016	0.001
Si	5.421	16.308	8.127	0.023	0.001	0.002
Si	8.134	2.707	8.124	0.003	0.013	-0.012
Si	5.433	5.391	8.184	0.011	-0.022	0.001
Si	8.192	8.159	8.187	0.019	-0.005	0.01
Si	5.422	10.914	8.172	-0.009	0.017	0.012
Si	8.107	13.614	8.205	-0.001	0.02	0.01
Si	10.822	16.31	8.199	-0.006	-0.002	-0.005
Si	13.604	2.762	8.214	0.012	0.011	0.014
Si	10.876	5.437	8.133	0	-0.009	-0.01
Si	13.61	8.161	8.111	-0.022	-0.015	0.006
Si	10.906	10.831	8.158	-0.011	-0.003	-0.004
Si	13.625	13.566	8.17	0.011	0.001	0.006
Si	14.978	1.318	14.938	-0.01	0.012	0
Si	1.392	4.098	14.925	0.011	-0.024	-0.015
Si	14.99	6.838	14.971	-0.002	0.002	0.006
Si	1.34	9.507	15.014	0.016	-0.014	-0.008
Si	14.936	12.215	15.03	0.018	-0.023	-0.004
Si	1.313	14.931	15.038	0.013	0.001	-0.004
Si	4.06	1.363	14.988	0.032	-0.012	0.001
Si	6.783	4.119	14.924	-0.011	-0.007	0.001
Si	4.062	6.817	14.956	-0.008	0.029	-0.01
Si	6.76	9.509	14.918	-0.006	0.004	-0.014
Si	4.042	12.224	15.006	-0.031	0.025	-0.004
Si	6.807	14.953	14.957	-0.005	0.013	-0.008
Si	9.533	1.355	14.913	0.025	-0.019	-0.006
Si	12.234	4.092	14.908	-0.017	0.004	-0.027
Si	9.512	6.823	14.968	-0.024	-0.002	0.004
Si	12.269	9.544	14.995	-0.001	-0.002	0.008
Si	9.521	12.256	14.918	-0.003	-0.006	-0.008
Si	12.25	14.898	14.934	0.018	0.01	-0.011
Si	13.641	16.223	16.278	0.003	-0.024	0.023
Si	0.059	2.694	16.238	0.027	0.01	-0.044
Si	13.6	5.455	16.241	0.017	-0.033	0.016
Si	-0.038	8.196	16.422	-0.004	-0.026	0.016
Si	13.603	10.863	16.451	0.028	0.02	-0.004
Si	-0.05	13.552	16.431	0.005	0.061	0.012
Si	2.695	16.312	16.36	-0.027	0.044	0.023
Si	5.416	2.786	16.29	0.017	0.01	-0.009
Si	2.693	5.48	16.328	-0.004	-0.035	-0.018
Si	5.409	8.182	16.322	-0.041	-0.036	-0.007
Si	2.702	10.839	16.393	-0.002	0.008	0.013
Si	5.45	13.585	16.314	0.022	0.008	0.005
Si	8.181	16.332	16.281	-0.013	-0.003	-0.024
Si	10.884	2.73	16.253	-0.034	-0.005	0.001
Si	8.134	5.456	16.31	0	0.026	0.02
Si	10.9	8.183	16.316	0.029	0.03	0.048
Si	8.12	10.9	16.211	-0.054	0.001	-0.016
Si	10.893	13.555	16.319	-0.008	0.009	0.005
Si	14.901	14.905	17.821	0.013	-0.003	-0.016
Si	1.321	1.36	17.723	0.001	-0.028	-0.022
Si	-1.283	4.105	17.496	0.017	-0.025	-0.026
Si	1.404	6.882	17.733	-0.031	0.002	0.038
Si	14.876	9.456	17.902	-0.007	0.017	-0.026
Si	1.252	12.094	17.766	-0.026	-0.016	-0.018
Si	4.109	14.954	17.665	-0.015	0.043	0.001
Si	6.864	1.475	17.576	0.014	0.013	-0.02
Si	4.009	4.083	17.681	0.003	-0.03	0.008
Si	6.721	6.784	17.665	0.007	0.002	0.02
Si	4.138	9.557	17.774	0.025	-0.008	0.004
Si	6.795	12.19	17.655	-0.03	-0.011	-0.013
Si	9.537	14.953	17.621	0.002	0.007	0.045
Si	12.286	1.331	17.503	0.011	-0.003	-0.013
Si	9.521	4.083	17.631	0.016	-0.008	-0.015
Si	12.266	6.779	17.651	0.006	0.005	-0.021
Si	9.48	9.598	17.556	0.002	-0.046	0.021
Si	12.205	12.222	17.783	0.006	-0.017	-0.018
Si	-0.01	16.305	19.126	-0.018	-0.01	0
Si	2.643	2.76	19.091	0.002	-0.04	0.012
Si	-0.046	5.48	18.926	-0.02	-0.021	0.017
Si	2.782	8.235	19.159	0	-0.035	0.008
Si	-0.093	10.784	19.332	0.048	0.007	-0.001
Si	2.766	13.436	18.914	-0.01	-0.013	0.067
Si	5.492	16.482	18.875	-0.047	-0.021	0.018
Si	8.167	2.806	19.047	-0.015	-0.004	-0.001
Si	5.331	5.441	19.047	-0.007	0.062	-0.007
Si	8.19	8.166	18.856	-0.03	0.02	-0.035
Si	5.578	10.85	19.183	0.016	0.035	0.032
Si	8.167	13.555	18.94	0.013	-0.01	0.028
Si	10.895	16.398	18.881	-0.02	0.025	-0.026
Si	13.769	2.631	18.738	0.049	0.047	0.054
Si	10.917	5.402	18.959	-0.069	0.017	-0.01
Si	13.448	8.051	19.262	-0.009	0.013	0.064
Si	10.78	10.842	19.083	0.077	-0.074	0.106
Si	13.467	13.605	19.25	-0.023	0.035	-0.015
Si	-1.393	17.753	20.418	0.039	0.016	0.055
Si	1.276	4.226	20.368	0.02	-0.007	0.013
Si	-1.376	6.645	20.507	-0.027	0.014	0.012
Si	1.404	9.443	20.692	-0.009	-0.016	0.059
Si	14.571	11.98	20.619	-0.011	0.049	0.077
Si	1.524	14.881	20.222	0.242	0.415	-0.452
Si	4.15	17.773	20.344	-0.041	0.099	-0.002
Si	6.804	4.211	20.384	0.009	-0.019	0.031
Si	4.145	6.864	20.534	0.027	0.001	0.031
Si	7.11	9.479	20.475	0.048	-0.078	0.032
Si	4.12	12.216	20.464	-0.024	-0.089	0.03
Si	6.875	15.086	20.12	-0.031	0.066	-0.028
Si	9.626	17.765	20.292	0.054	0.027	-0.069
Si	12.456	3.981	20.031	0.028	-0.077	-0.137
Si	9.704	7.004	20.191	0.019	-0.043	0
Si	11.395	8.824	20.325	-0.041	0.015	-0.146
Si	9.543	12.377	20.475	-0.015	0.092	-0.015
Si	12.122	15.209	20.468	-0.063	-0.046	0.082
Si	14.074	15.693	23.465	-0.314	0.547	-0.417
Si	-0.423	3.2	21.663	0.019	0.069	-0.01
Si	14.047	4.723	21.612	0.165	-0.041	-0.42
Si	0.353	7.582	21.832	0.283	-0.15	-0.472
Si	13.043	11.116	22.371	-0.305	-0.441	-0.382
Si	-0.586	13.417	22.067	-0.224	-0.392	-0.274
Si	3.359	15.802	21.308	-0.017	-0.005	-0.134
Si	5.398	2.852	21.792	0.09	0.079	-0.763
Si	2.267	5.927	21.721	-0.022	0.03	-0.02
Si	6.101	7.73	21.749	-0.014	-0.023	0.048
Si	2.976	10.733	21.999	-0.115	0.112	-0.866
Si	5.104	14.185	21.322	-0.206	0.052	-0.655
Si	7.481	16.198	25.202	0.395	0.532	-0.054
Si	11.393	2.522	21.476	0.09	-0.022	0.05
Si	7.906	5.994	21.559	-0.193	0.394	-0.421
Si	11.006	9.574	22.496	0.198	-0.037	0.071
Si	8.744	10.689	21.902	-0.121	-0.019	-0.126
Si	10.251	14.362	21.678	-0.081	0.149	-0.595
Si	8.652	15.386	33.663	0.267	-0.263	0.475
Si	4.692	15.266	25.635	0.024	-0.092	0.078
Si	0.5	3.246	23.84	-0.331	-0.05	-0.54
Si	3.468	2.678	27.618	0.019	0.037	0.052
Si	0.49	11.332	26.57	0.023	0.013	0.08
Si	4.39	8.85	29.095	0.104	-0.011	0.095
Si	6.455	13.608	24.156	0.151	-0.444	-0.081
Si	6.217	5.03	31.694	0.081	-0.013	-0.004
Si	7.62	17.48	23.186	0.199	-0.522	0.258
Si	11.879	12.958	29.007	0.281	-0.026	0.511
Si	5.349	9.114	23.532	0.247	-0.505	-0.541
Si	8.911	11.174	26.406	0.017	0.14	0.066
Si	8.519	16.077	21.481	0.055	-0.105	0.152
Si	13.088	17.024	21.731	0.059	0.009	0.067
Si	11.53	4.477	22.924	0.127	-0.319	-0.304
Si	-1.718	7.844	24.292	0.106	0.598	0.21
Si	11.548	7.406	23.688	-0.291	0.548	-0.136
Si	14.32	10.044	25.006	0.171	-0.625	-0.041
Si	13.569	14.858	32.386	-0.088	0.035	0.064
Si	1.049	3.699	29.147	-0.022	-0.013	0.065
Si	-1.278	4.977	32.699	-0.117	-0.075	-0.011
Si	3.969	5.287	26.277	-0.102	-0.078	0
Si	2.563	15.612	30.001	-0.068	-0.064	-0.004
Si	5.496	7.785	26.326	0.646	0.237	-0.006
Si	1.364	18.087	31.505	0.079	0.001	-0.048
Si	8.852	3.938	23.807	0.057	0.011	-0.036
Si	10.205	6.527	26.521	0.129	0.02	-0.048
Si	4.76	9.306	33.505	-0.175	0.18	0.623
Si	10.625	4.288	33.098	0.024	-0.052	0.13
Si	1.462	12.664	24.036	-0.022	-0.017	-0.104
Si	7.478	11.511	23.764	0.083	0.219	-0.401
Si	5.379	12.164	32.805	-0.006	0.034	0.174
Si	1.549	5.637	33.001	0.003	0.1	0.091
Si	3.889	7.064	31.62	-0.037	0.092	-0.114
Si	3.143	4.505	23.358	-0.21	0.362	-0.454
Si	5.171	16.1	31.191	-0.089	-0.123	0.064
Si	8.947	17.055	26.913	-0.119	-0.257	-0.49
Si	-0.093	11.724	29.461	0.426	0.532	0.483
Si	11.91	11.514	26.316	0.011	0.067	-0.014
Si	-0.619	5.388	25.764	0.12	-0.047	-0.004
Si	1.035	11.886	33.574	0.333	0.148	0.453
Si	10.896	16.242	31.762	0.125	-0.071	0.04
Si	11.272	16.056	28.762	0.419	0.463	0.043
Si	12.377	11.019	33.131	0.012	0.091	-0.042
Si	2.421	16.249	27.062	0.013	-0.007	0.016
Si	8.279	1.2	0.227	0.013	0.164	0.146
Si	13.56	5.634	30.236	0.079	-0.043	0.1
Si	13.384	12.304	30.671	-0.379	0.292	-0.503
Si	8.855	3.719	26.582	-0.022	0.036	-0.02
Si	7.279	9.413	29.663	0.038	0.143	-0.144
Si	7.586	2.397	28.848	-0.572	0.084	0.242
Si	8.317	7.185	31.344	-0.047	0.006	-0.072
Si	11.725	7.047	33.822	0.442	-0.277	0.389
Si	-1.794	3.735	28.004	0.018	-0.047	0.102
Si	-2.212	7.627	32.134	-0.042	0.01	-0.021
Si	10.062	3.466	30.122	0.133	0	0.048
Si	11.951	13.581	23.927	0.022	0.017	0.072
Si	12.579	18.105	29.02	-0.344	-0.639	-0.148
Si	10.577	6.249	29.48	0.063	-0.026	-0.12
Si	1.579	9.445	28.551	-0.06	0	-0.005
Si	8.797	12.183	29.206	-0.054	-0.107	0.003
Si	2.662	15.547	23.448	0.099	0.023	-0.436
Si	-1.754	17.478	31.394	-0.049	-0.056	0.038
Si	1.491	6.325	27.94	0.011	0.015	0.025
Si	7.276	13.902	31.304	-0.034	-0.09	0.068
Si	12.433	18.328	33.086	-0.141	-0.001	-0.011
Si	0.715	14.142	33.627	-0.228	-0.393	0.43
Si	7.686	8.325	26.87	-0.493	-0.152	-0.156
Si	5.567	2.524	29.955	0.534	-0.136	-0.325
Si	0.317	16.784	24.849	0.005	-0.017	0.001
Si	1.054	13.106	31.017	-0.37	-0.459	-0.452
Si	-1.298	9.79	33.703	0.395	-0.344	0.594
Si	14.972	1.372	9.544	0.004	-0.008	-0.006
Si	1.352	4.097	9.505	0.018	-0.003	-0.014
Si	14.944	6.826	9.527	0.001	0.024	0.005
Si	1.331	9.547	9.516	-0.002	-0.003	0.002
Si	14.983	12.217	9.517	-0.005	-0.005	0.006
Si	1.383	14.94	9.547	-0.01	0.006	0.012
Si	4.092	1.334	9.54	-0.01	-0.011	0.009
Si	6.804	4.054	9.528	0.017	-0.006	0.001
Si	4.059	6.802	9.492	-0.004	-0.01	-0.017
Si	6.799	9.534	9.509	-0.009	0.007	-0.009
Si	4.066	12.26	9.539	-0.003	0	0.003
Si	6.759	14.977	9.548	-0.009	0.004	0.015
Si	9.485	1.375	9.533	-0.019	0.02	-0.002
Si	12.222	4.105	9.544	-0.013	0.005	0.007
Si	9.544	6.794	9.53	0.013	-0.009	0.008
Si	12.262	9.492	9.517	0.023	-0.001	0.008
Si	9.517	12.221	9.496	0.003	-0.001	-0.022
Si	12.229	14.932	9.506	-0.004	-0.017	-0.023
Si	13.597	16.301	10.867	-0.005	0.021	-0.007
Si	0.014	2.73	10.893	-0.007	-0.005	0.01
Si	13.592	5.461	10.896	-0.003	-0.009	0.008
Si	-0.013	8.184	10.883	-0.012	0.006	0.01
Si	13.617	10.862	10.87	0	0.003	0.01
Si	0.011	13.576	10.888	0.008	-0.006	-0.003
Si	2.731	16.304	10.906	0.022	-0.007	-0.005
Si	5.449	2.703	10.888	0.014	0.004	-0.002
Si	2.709	5.452	10.869	-0.033	0.015	0.006
Si	5.422	8.169	10.855	0.013	0	0.001
Si	2.692	10.896	10.885	-0.009	0.005	0.004
Si	5.412	13.612	10.913	-0.009	0.009	0.003
Si	8.136	16.332	10.891	0	0.001	0.008
Si	10.864	2.727	10.887	-0.006	-0.006	0
Si	8.16	5.435	10.867	-0.008	-0.011	-0.006
Si	10.899	8.153	10.89	0.014	-0.004	0
Si	8.157	10.882	10.882	0.005	-0.014	0.008
Si	10.877	13.575	10.867	0.011	-0.003	0.007
Si	14.96	14.933	12.235	0	-0.016	-0.015
Si	1.37	1.354	12.25	0.008	-0.01	0.004
Si	14.96	4.087	12.244	0.002	0.005	0.008
Si	1.35	6.811	12.227	0.016	-0.006	-0.002
Si	14.97	9.538	12.263	-0.001	-0.016	0.009
Si	1.348	12.237	12.282	-0.013	0.003	0.003
Si	4.057	14.951	12.297	-0.008	0.012	0.01
Si	6.783	1.354	12.268	0.005	0.004	0.002
Si	4.084	4.089	12.216	0.014	-0.026	-0.011
Si	6.794	6.812	12.207	0	-0.008	-0.002
Si	4.047	9.52	12.229	-0.02	0.01	-0.008
Si	6.784	12.239	12.245	-0.004	0.025	0.002
Si	9.521	14.958	12.211	-0.001	0.006	-0.013
Si	12.241	1.347	12.222	-0.001	-0.006	0.001
Si	9.507	4.088	12.242	-0.003	0.014	0.006
Si	12.251	6.821	12.271	-0.016	0.009	0.013
Si	9.527	9.52	12.237	0.005	-0.006	0.001
Si	12.245	12.214	12.22	0.008	-0.004	-0.006
Si	0.011	16.284	13.595	-0.002	0.004	-0.004
Si	2.744	2.726	13.585	0.006	0.033	0.005
Si	0.001	5.458	13.598	-0.007	-0.017	-0.006
Si	2.687	8.165	13.608	-0.038	-0.039	-0.005
Si	-0.004	10.883	13.656	0.013	0.033	-0.006
Si	2.688	13.594	13.66	0.006	0.016	-0.012
Si	5.424	16.318	13.635	-0.013	-0.016	-0.005
Si	8.147	2.727	13.597	-0.011	-0.007	0.007
Si	5.426	5.473	13.572	0.013	0.014	-0.011
Si	8.151	8.16	13.581	0.002	-0.001	-0.004
Si	5.393	10.884	13.595	0.008	-0.025	0.003
Si	8.161	13.615	13.574	0.011	0.011	-0.002
Si	10.896	16.295	13.581	-0.006	-0.004	0.002
Si	13.604	2.7	13.588	-0.004	-0.009	0.001
Si	10.861	5.46	13.592	0.016	-0.007	0
Si	13.619	8.189	13.624	0.021	0.021	-0.003
Si	10.896	10.873	13.602	0.005	-0.005	0.001
Si	13.609	13.548	13.593	-0.018	-0.009	-0.006
O	4.149	3.177	33.825	0.148	0.014	-0.47
O	8.193	2.365	1.36	-0.027	0.327	-0.171
O	10.514	4.905	1.297	0.251	-0.198	-0.345
O	0.763	13.905	21.306	0.131	-0.325	-0.017
O	10.499	16.031	30.211	-0.626	0.069	0.055
O	9.691	7.168	30.483	0.137	0.208	0.179
O	13.181	4.58	23.065	0.063	-0.336	0.682
O	-0.426	7.872	23.277	0.085	0.292	0.071
O	4.275	2.387	28.984	-0.06	-0.292	0.017
O	6.401	10.284	23.978	-0.039	0.206	0.232
O	6.161	1.764	22.75	-0.399	-0.409	0.14
O	-1.445	4.053	34.009	-0.018	-0.251	-0.294
O	8.944	16.166	0.752	0.041	0.069	0.066
O	5.676	14.131	22.845	0.234	0.241	0.044
O	12.701	11.12	31.562	-0.256	-0.414	-0.264
O	8.359	5.204	22.94	-0.089	0.273	0.091
O	-1.589	6.566	25.268	-0.354	0.095	0.356
O	12.946	14.817	24.251	-0.045	0.203	0.651
O	12.602	12.635	22.789	-0.075	0.17	-0.356
O	1.392	7.84	28.491	-0.074	-0.125	0.212
O	2.578	6.14	31.858	-0.009	-0.328	-0.412
O	11.909	14.557	28.639	0.251	0.108	-0.372
O	5.297	13.782	25.318	-0.129	-0.457	0.238
O	11.413	2.799	29.541	-0.039	0.302	0.075
O	11.568	17.71	31.867	-0.234	0.179	-0.471
O	12.292	1.293	0.185	-0.319	-0.121	-0.342
O	-1.996	15.894	31.406	0.18	-0.287	-0.333
O	1.296	16.428	23.609	-0.027	-0.039	-0.686
O	1.628	3.01	30.493	0.13	0.249	0.123
O	5.586	4.005	30.617	-0.102	0.16	-0.263
O	2.189	14.902	33.676	0.053	0.558	0.051
O	1.154	5.321	29.177	-0.166	0.316	0.52
O	1.192	6.897	33.955	-0.169	0.207	-0.204
O	9.034	9.709	0.018	0.247	-0.305	-0.261
O	10.459	4.076	24.093	0.045	-0.195	0.622
O	8.184	10.762	29.73	0.232	-0.212	0.233
O	8.155	13.415	30.037	0.185	0.269	-0.088
O	8.039	3.952	25.2	-0.379	0.078	0.195
O	13.562	11.155	1.26	0.134	-0.112	0.056
O	13.448	10.118	33.948	-0.277	-0.292	0.534
O	3.418	5.262	24.761	-0.086	0.579	0.144
O	-2.216	15.111	33.902	-0.411	0.275	0.202
O	-2.25	4.623	31.431	-0.219	-0.396	-0.006
O	1.867	18.439	33.003	-0.314	-0.231	-0.036
O	1.662	11.941	32.03	0.37	-0.628	-0.233
O	1.375	10.065	27.065	0.208	-0.44	-0.271
O	0.429	6.088	26.759	0.109	0.386	-0.253
O	8.49	7.401	32.929	0.173	-0.351	0.28
O	6.249	8.691	33.731	0.037	-0.083	-0.002
O	13.166	7.631	23.529	0.015	0.153	-0.429
O	2.314	14.017	23.886	0.145	-0.067	0.026
O	14.731	14.968	0.295	0.176	-0.457	-0.184
O	10.882	10.453	33.332	-0.231	0.222	-0.571
O	3.888	15.987	24.416	0.058	0.338	-0.029
O	11.296	7.185	0.3	-0.405	0.377	0.087
O	6.547	15.296	30.943	0.251	0.418	-0.448
O	9.815	4.837	29.309	-0.586	-0.03	-0.489
O	4.176	15.662	29.992	0.405	0.034	-0.566
O	11.962	15.13	32.28	-0.268	-0.364	0.22
O	-0.055	12.824	23.489	-0.398	-0.033	0.584
O	-1.166	16.177	24.59	-0.058	-0.129	0.646
O	12.065	3.559	33.342	0.502	0.276	0.062
O	14.136	10.627	23.488	0.473	-0.026	0.023
O	13.984	5.035	28.817	-0.069	0.481	-0.454
O	6.224	12.696	31.545	-0.163	-0.282	-0.59
O	0.151	2.073	24.907	-0.09	0.052	0.434
O	10.398	12.376	29.385	-0.056	-0.094	0.336
O	2.12	3.261	23.637	0.266	-0.621	0.046
O	-2.336	18.153	32.742	0.461	0.31	0.313
O	11.181	6.109	22.732	-0.38	0.095	-0.385
O	-1.642	11.68	29.918	-0.376	-0.227	-0.389
O	12.947	10.384	25.819	-0.262	-0.628	-0.064
O	8.068	14.194	32.701	0.122	-0.603	0.307
O	1.373	12.259	25.595	0.454	0.21	0.276
O	4.623	8.347	27.577	-0.109	0.203	0.008
O	7.742	8.389	28.492	0.096	-0.452	0.183
O	13.771	18.025	30.118	0.279	0.049	-0.012
O	3.556	15.113	26.786	-0.026	-0.492	0.298
O	5.154	6.176	32.036	0.024	-0.037	0.248
O	0.024	12.171	27.887	-0.067	0.475	-0.227
O	7.469	8.516	30.979	-0.412	0.241	0.493
O	10.833	5.877	33.13	-0.153	0.235	-0.204
O	-0.21	17.832	31.413	-0.138	0.015	0.206
O	-1.637	6.492	33.15	-0.1	0.003	0.361
O	13.387	2.586	27.836	-0.176	0.079	-0.4
O	1.939	16.067	28.586	-0.585	0.273	0.048
O	4.868	10.655	32.6	-0.327	0.036	-0.403
O	0.104	4.688	24.496	0.232	0.222	-0.136
O	9.553	2.231	26.522	0.602	0.064	-0.298
O	8.805	2.488	29.922	-0.114	-0.159	0.167
O	7.646	14.673	24.575	0.572	-0.129	-0.034
O	5.986	16.224	25.921	-0.171	0.474	0.159
O	8.033	9.835	26.433	-0.13	-0.089	-0.354
O	6.498	4.224	33.064	0.61	-0.011	-0.056
O	2.082	16.709	31.083	-0.084	-0.214	0.443
O	12.513	12.436	33.892	0.063	0.398	-0.258
O	4.095	7.594	30.099	0.088	-0.181	-0.349
O	3.07	9.779	29.094	0.116	0.34	0.383
O	5.44	17.696	31.108	0.233	0.277	0.269
O	10.074	3.841	31.678	-0.078	-0.25	0.084
O	4.272	3.768	26.743	0.623	-0.122	-0.122
O	11.144	6.996	25.255	0.026	0.165	0.103
O	4.509	3.843	22.747	0.202	0.433	0.051
O	-1.303	8.939	32.306	0.213	0.192	-0.662
O	4.521	15.728	32.637	-0.135	0.18	0.083
O	-0.791	10.791	25.762	-0.162	0.01	-0.191
O	1.988	3.23	27.924	-0.327	-0.221	-0.208
O	10.8	6.913	28.002	0.429	0.366	0.144
O	-1.448	4.238	26.52	-0.42	-0.407	-0.407
O	7.808	17.313	28.056	-0.324	-0.427	0.032
O	0.514	10.198	29.523	-0.238	-0.281	0.524
O	2.187	11.504	23.185	-0.131	0.042	0.098
O	4.089	13.135	32.986	-0.407	-0.281	-0.264
O	4.063	9.784	22.78	0.065	-0.015	-0.043
O	5.69	9.727	29.526	-0.19	0.326	0.333
O	8.496	12.207	27.598	-0.484	0.284	-0.238
O	2.158	14.079	30.323	0.081	0.048	-0.219
O	7.775	3.641	27.787	-0.39	0.302	-0.164
O	9.586	16.267	32.679	-0.018	0.475	0.046
O	0.243	14.142	32.024	-0.743	0.36	-0.067
O	-0.46	3.231	28.789	-0.086	-0.407	0.185
O	3.22	17.636	26.8	0.293	0.122	-0.324
O	1.061	16.201	26.17	-0.276	-0.402	0.177
O	10.167	13.915	0.208	-0.059	-0.01	-0.249
O	12.415	12.161	27.696	0.507	-0.098	-0.031
O	12.564	7.79	32.621	-0.073	0.522	-0.221
O	-1.469	14.733	22.408	-0.265	-0.035	-0.463
O	7.534	5.775	31.111	0.091	-0.352	-0.496
O	3.832	8.308	32.638	-0.594	0.151	-0.12
O	5.322	6.169	26.286	0.593	-0.452	0.222
O	-2.101	7.078	30.611	0.2	0.351	-0.551
O	11.713	12.717	25.255	-0.254	0.093	0.113
O	-2.447	13.419	31.738	0.186	-0.022	0.25
O	10.19	16.21	27.545	0.001	-0.397	-0.355
O	9.936	4.928	26.614	0.256	-0.252	0.026
O	4.692	2.048	0.004	-0.311	0.085	0.292
O	2.939	5.995	27.304	0.278	0.037	0.277
O	10.476	10.799	26.536	0.115	-0.516	0.164
O	4.907	8.397	24.927	-0.247	-0.011	0.158
O	13.44	5.678	0.483	-0.078	-0.224	0.457
O	8.592	11.77	24.949	0.293	0.015	0.053
O	10.563	14.12	23.295	-0.345	-0.006	0.438
O	8.612	2.482	23.143	0.417	-0.09	-0.225
O	11.973	5.897	30.216	-0.015	0.116	0.444
O	-0.422	11.126	33.442	-0.141	0.104	0.029
O	8.788	7.287	26.314	-0.111	-0.293	-0.326
O	0.268	5.002	32.226	0.215	-0.299	-0.64

Results
total energy: -102957.004 eV
total energy less fixed offsets of O -438.35, Si -107.03 eV per atom: 11.246 eV
